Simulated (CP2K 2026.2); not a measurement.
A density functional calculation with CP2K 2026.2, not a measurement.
Periodic cell of 509 atoms, Si360O149, from a study of silicon, its oxide and their interface. The atomic structure is a simulated model.
Doubt: the forces sum to 3.19 eV/angstrom along one axis rather than to zero, so they err by at least 0.0063 eV/angstrom per atom on average; the grid cutoff is modest.

Settings
functional: PBE
method: Gaussian and plane waves
basis set: DZVP-MOLOPT-SR-GTH
pseudopotentials: GTH-PBE
grid cutoff: 300 Ry, relative cutoff 40 Ry
k points: Gamma only
occupations: fixed
spin: none
net charge: 0

Cell vectors (angstrom)
a 16.32 0 0
b 0 16.32 0
c -4.755 2.4681 33.8777

Atoms and the computed forces on them: element, x, y, z (angstrom), force x, y, z (eV/angstrom)
Si 1.184 0.768 1.477 0.007 -0.238 0.557
Si 1.79 4.017 -1.522 0.047 -0.002 0.229
Si -1.754 4.409 1.372 -0.036 -0.041 -0.048
Si 0.817 7.467 1.494 -0.095 0.116 0.7
Si -0.817 -7.051 1.546 0.12 -0.153 0.469
Si 2.136 -4.244 1.792 0.009 0.037 0.018
Si -1.699 2.349 25.408 -0.047 0.119 -0.122
Si -7.497 -0.583 -2.266 0.005 0.069 0.026
Si 3.741 3.205 0.966 -0.286 -0.255 0.431
Si -9.448 1.402 -3.047 -0.137 0.005 -0.023
Si 3.663 10.222 1.616 -0.025 0.031 0.035
Si -9.576 -4.177 0.378 -0.021 -0.037 0.079
Si -9.103 -1.461 0.082 -0.055 0.161 0.272
Si -5.233 1.858 0.922 -0.373 0.429 0.32
Si -6.657 3.677 1.498 0.291 -0.295 0.408
Si -3.564 6.13 1.236 0.062 -0.007 -0.018
Si -9.114 7.125 0.531 0.493 -0.451 -0.346
Si -1.987 0.172 -1.259 0.183 0.027 0.17
Si -0.28 -0.436 2.903 -0.047 -0.05 -0.023
Si 2.508 2.32 2.745 0.002 0.02 -0.087
Si -0.055 5.523 2.619 0.014 0.005 -0.071
Si 2.671 8.343 2.689 -0.043 -0.065 -0.088
Si 0.22 -5.31 2.826 -0.006 -0.036 0.031
Si 3.125 -2.415 3.03 0.045 0.118 0.001
Si 4.877 -0.515 2.899 -0.004 -0.089 -0.009
Si -8.271 2.628 2.834 0.243 0.285 0.283
Si 5.418 5.399 2.571 -0.093 -0.017 0.765
Si -7.701 8.631 2.786 0.185 0.132 0.559
Si 5.496 -5.347 2.899 -0.378 -0.298 0.267
Si -7.674 -1.983 2.88 0.201 -0.116 0.588
Si -5.913 -0.296 2.924 -0.056 -0.241 0.462
Si -2.789 2.773 2.72 0.343 0.232 0.293
Si -5.346 5.299 2.657 -0.035 0.046 -0.003
Si -2.669 8.053 2.54 0.001 0.026 -0.015
Si -5.894 -6.017 2.769 -0.274 -0.108 0.636
Si -2.122 -2.106 2.712 0.062 -0.039 0.01
Si -1.391 1.335 4.026 -0.043 0.023 0.031
Si 1.315 4.033 3.905 -0.032 -0.002 0.056
Si -1.382 6.798 4.088 0.042 0.028 0.009
Si 1.407 9.578 4.239 0.031 0.032 -0.039
Si -1.298 -3.966 4.002 -0.031 0.059 -0.023
Si 1.379 -1.406 4.263 0.079 0.042 -0.004
Si 3.98 1.236 4.203 0.037 -0.05 -0.029
Si 6.72 4.084 4.068 -0.068 0 -0.03
Si 4.054 6.829 3.9 0.048 -0.006 -0.004
Si 6.863 -6.801 4.109 0.057 -0.006 0.018
Si 4.241 -3.986 4.354 0.036 0.049 -0.094
Si -9.566 -1.317 4.167 0.011 0.008 -0.033
Si -6.902 1.351 4.26 0.024 0.014 0.002
Si -4.114 4.025 4.188 0.015 -0.008 -0.047
Si -6.712 6.797 3.947 -0.038 -0.01 0.006
Si -4.079 -6.929 3.986 -0.049 0.002 -0.014
Si -6.793 -4.042 3.845 -0.008 0.03 -0.004
Si -4.016 -1.284 3.961 -0.025 -0.061 0.007
Si -2.764 0.053 5.445 0.047 -0.003 -0.038
Si -0.034 2.738 5.366 0.015 0.013 0.021
Si -2.726 5.433 5.467 -0.001 0.023 -0.006
Si -0.016 8.162 5.451 -0.009 -0.026 0.041
Si -2.722 -5.427 5.27 0.008 0.011 -0.015
Si 0.029 -2.791 5.551 -0.049 0.003 0.003
Si 2.643 0.004 5.632 -0.021 -0.034 0.023
Si 5.397 2.684 5.431 0.013 0.009 0.039
Si 2.697 5.427 5.279 0.014 -0.019 -0.005
Si 5.448 -8.205 5.363 -0.032 -0.005 0.003
Si 2.79 -5.405 5.557 -0.03 -0.053 0.004
Si 5.582 -2.676 5.671 -0.019 -0.007 0.051
Si -8.271 0.033 5.584 -0.064 0.011 0.06
Si -5.484 2.706 5.53 0.029 0.01 0.023
Si -8.144 5.462 5.336 0.002 -0.02 -0.014
Si -5.386 8.081 5.433 -0.026 0.019 0.025
Si -8.126 -5.335 5.389 0.003 -0.041 0.01
Si -5.373 -2.764 5.296 0.041 0.032 -0.098
Si -1.375 -1.34 6.785 0.011 0.013 -0.028
Si 1.282 1.423 6.854 -0.045 -0.006 -0.026
Si -1.361 4.065 6.791 0.027 0.002 0.005
Si 1.369 6.764 6.735 0.012 -0.008 0.004
Si -1.39 9.557 6.738 -0.011 0.031 0.014
Si 1.383 -4.109 6.913 0.023 0.012 0.006
Si 4.088 -1.344 6.915 0.029 0.028 -0.019
Si 6.728 1.403 6.902 0.007 0.038 0.015
Si 4.035 4.093 6.732 -0.013 -0.013 -0.008
Si -9.507 6.787 6.739 0.013 0.009 -0.002
Si 4.147 -6.836 6.806 0.004 -0.046 -0.014
Si -9.421 12.218 6.92 0.04 -0.008 0.004
Si -6.78 -1.406 6.73 0.017 -0.016 -0.007
Si -4.098 1.356 6.855 -0.017 0.04 0.014
Si -6.842 4.117 6.798 -0.025 0.004 -0.006
Si -4.073 6.771 6.843 -0.009 0.006 0.022
Si -6.769 -6.782 6.709 -0.007 0.012 0.001
Si -4.058 -4.099 6.72 -0.005 -0.028 0.013
Si -0.045 0.016 8.184 -0.002 -0.005 -0.005
Si 2.698 2.762 8.163 0.006 0.03 -0.002
Si 0.013 5.433 8.135 -0.025 -0.008 0.015
Si 2.732 -8.194 8.119 -0.015 0.024 -0.012
Si -0.024 -5.475 8.177 0.006 -0.021 0.009
Si 2.732 -2.724 8.237 0 0.006 0.013
Si 5.412 0.03 8.262 0.004 -0.018 -0.006
Si -8.182 2.761 8.186 0.017 -0.002 0
Si -10.885 5.431 8.103 0.003 -0.026 -0.008
Si -8.154 8.18 8.091 0.025 0.015 -0.003
Si -10.84 10.846 8.19 -0.009 0.001 0.009
Si -8.077 -2.716 8.209 0.032 0.005 -0.001
Si -5.461 -0.037 8.15 -0.03 -0.016 -0.016
Si -2.722 2.725 8.176 -0.002 0.011 0.007
Si -5.46 5.435 8.177 -0.003 -0.008 -0.002
Si -2.717 8.186 8.138 0.012 0.006 -0.003
Si -5.413 -5.449 8.109 -0.03 -0.002 0.005
Si -2.724 -2.731 8.122 0.005 0.003 -0.008
Si -1.35 1.39 14.926 -0.017 0.014 0.004
Si 1.405 4.102 14.958 0.006 -0.014 -0.013
Si -1.34 6.824 14.932 0.013 -0.007 -0.007
Si 1.351 -6.789 14.971 -0.011 0.034 -0.013
Si -1.343 -4.077 14.98 0.016 -0.006 -0.009
Si 1.374 -1.372 14.949 0.009 -0.004 0.002
Si 4.072 1.347 14.99 0.002 0.022 0
Si -9.517 4.071 14.949 0.01 -0.023 -0.002
Si 4.076 -9.508 14.99 -0.001 0.003 0.009
Si -9.546 9.518 14.985 -0.001 -0.002 0.002
Si 4.095 -4.107 14.979 -0.002 -0.019 0.001
Si 6.786 -1.377 14.966 -0.007 0.028 -0.001
Si -6.794 1.356 14.95 -0.006 -0.02 -0.005
Si -4.084 4.09 14.937 -0.001 0.003 0.001
Si -6.814 6.809 14.938 -0.011 0.003 -0.005
Si -4.075 9.541 14.955 -0.009 0.007 0.001
Si -6.824 -4.097 14.953 0.002 -0.005 -0.004
Si -4.074 -1.371 14.953 0.016 -0.013 -0.006
Si -2.712 0.031 16.267 -0.004 -0.025 -0.005
Si 0.053 2.725 16.273 0.011 0.006 -0.001
Si -2.722 5.482 16.264 -0.006 -0.005 -0.001
Si 0.003 8.165 16.334 -0.004 -0.001 0.004
Si -2.72 -5.423 16.336 0.003 0.014 0.008
Si 0.035 -2.719 16.332 -0.009 -0.021 -0.009
Si 2.715 -0.038 16.347 -0.021 0 0.005
Si 5.45 2.72 16.324 0.001 -0.024 0.004
Si 2.735 5.454 16.369 -0.02 -0.025 -0.004
Si 5.414 -8.151 16.369 -0.011 0.016 -0.003
Si 2.712 -5.449 16.348 -0.026 -0.015 0.008
Si 5.461 -2.761 16.352 0.02 -0.003 0.016
Si -8.158 -0.013 16.3 0.016 0.011 -0.011
Si -5.431 2.72 16.305 0.009 -0.005 -0.004
Si -8.174 5.446 16.296 -0.018 0.001 -0.004
Si -5.455 8.18 16.284 0.024 0.022 -0.008
Si -8.197 -5.431 16.339 -0.003 0.031 -0.01
Si -5.441 -2.757 16.287 -0.005 0.031 -0.013
Si -1.329 -1.298 17.612 0.043 0.037 -0.01
Si 1.35 1.346 17.688 -0.029 0.026 0.009
Si -1.299 4.139 17.551 0.011 0.03 -0.003
Si 1.383 6.843 17.727 -0.013 0.003 -0.016
Si -1.392 -6.82 17.687 0.018 -0.015 0.003
Si 1.373 -4.083 17.725 0.043 -0.007 0.014
Si 4.078 -1.427 17.698 -0.034 -0.013 0.039
Si -9.494 1.358 17.661 -0.008 0.002 -0.021
Si 4.114 4.079 17.714 0.01 0.029 -0.009
Si -9.556 6.759 17.685 0.025 0 0.001
Si 4.031 -6.809 17.753 0.003 0.02 -0.009
Si -9.512 -4.093 17.783 0.016 -0.026 0.027
Si -6.812 -1.417 17.627 -0.034 -0.022 -0.015
Si -4.078 1.338 17.657 0.016 -0.006 0.057
Si -6.777 4.121 17.633 -0.006 -0.002 0.015
Si -4.08 6.848 17.632 0.002 0.005 -0.008
Si -6.829 9.516 17.649 -0.008 -0.029 -0.005
Si -4.093 -4.063 17.696 -0.021 -0.021 0.074
Si -0.037 0.022 19.081 -0.003 -0.016 -0.019
Si 2.756 2.678 19.013 -0.015 -0.024 0.008
Si -0.044 5.503 19.005 -0.01 0.009 -0.004
Si 2.715 8.153 19.191 0.002 -0.016 0.006
Si -0.015 -5.479 19.017 0.006 0.032 -0.033
Si 2.73 -2.756 19.15 -0.006 -0.005 -0.002
Si 5.505 -0.082 18.976 0.022 0.028 0.009
Si -8.155 2.796 18.975 0.008 -0.003 -0.011
Si 5.424 5.449 19.139 -0.05 0 -0.014
Si -8.172 8.116 18.983 -0.034 -0.014 -0.016
Si 5.366 -5.437 19.115 -0.021 0.035 0.007
Si -8.055 -2.753 19.123 0.031 0.023 -0.027
Si -5.49 -0.069 18.975 0.034 -0.009 -0.003
Si -2.612 2.756 18.851 -0.027 -0.028 -0.013
Si -5.406 5.491 18.985 0.002 0.016 0.021
Si -2.802 -8.119 19.074 -0.034 0.03 -0.038
Si -5.467 -5.481 19.027 0.02 0.003 -0.022
Si -2.729 -2.573 18.946 0.008 -0.015 0.002
Si -1.44 1.429 20.391 -0.059 -0.036 0.067
Si 1.332 4.085 20.247 0.038 0.01 0.02
Si -1.451 6.839 20.407 0.037 -0.001 0.009
Si 1.284 -6.793 20.495 -0.047 0.04 -0.026
Si -1.438 -4.049 20.191 0.033 -0.027 -0.055
Si 1.348 -1.329 20.442 0.038 -0.036 -0.028
Si 4.168 1.27 20.319 0.007 0.036 0.004
Si -9.444 4.13 20.444 -0.027 -0.053 0.001
Si 4.067 6.757 20.609 -0.023 0.016 -0.018
Si -9.589 9.408 20.314 0.038 -0.071 0.046
Si 4.079 -4.093 20.62 0.037 -0.029 -0.022
Si 6.897 -1.359 20.414 0.02 0.033 0.037
Si -6.776 1.414 20.25 -0.021 -0.044 -0.036
Si -3.926 4.109 20.178 -0.011 0.032 -0.035
Si -6.765 6.839 20.366 0.012 0.047 -0.055
Si -4.175 -6.782 20.497 0.054 -0.058 0.014
Si -6.683 -4.14 20.51 0.018 0.077 0.064
Si -4.083 -1.293 20.429 -0.027 0.04 0.062
Si -3.373 0.716 21.601 0.03 0.01 -0.021
Si 0.022 2.756 21.652 -0.043 0.034 0.043
Si -2.707 5.372 21.767 -0.018 -0.02 -0.027
Si -0.349 8.376 21.803 -0.249 0.266 -0.459
Si -3.096 -4.979 21.586 -0.07 0.04 0.041
Si -0.123 -2.746 21.602 0.399 -0.221 -0.197
Si 2.834 -0.031 21.756 0.031 -0.07 0.008
Si 5.719 2.474 21.636 -0.205 0.164 -0.706
Si 2.576 5.317 21.793 -0.076 -0.037 0.131
Si 5.633 8.006 21.913 0.024 -0.026 0.028
Si 2.57 -5.443 21.959 -0.172 0.38 -0.305
Si 5.637 -2.719 21.858 -0.036 -0.021 0
Si -8.316 0.343 21.647 0.085 -0.162 -0.708
Si -5.059 2.5 21.382 0.019 -0.031 0.052
Si -7.914 5.361 21.781 0.021 -0.101 0.008
Si -5.525 -8.199 21.936 0 0.027 0.02
Si -8.151 -5.646 21.606 0.008 0.091 0.004
Si -4.839 -3.153 21.768 0.035 -0.086 -0.018
Si -1.236 -1.238 23.904 -0.454 0.543 -0.107
Si 1.82 1.796 22.809 0.036 -0.007 -0.028
Si -1.033 4.327 23.064 0.338 0.174 -0.468
Si 0.759 5.956 23.251 -0.055 -0.616 -0.666
Si -1.575 -6.187 22.948 -0.184 -0.083 -0.637
Si 2.478 6.785 -5.4 0.024 -0.033 0.035
Si 4.37 -1.241 23.161 -0.081 0.029 -0.734
Si 2.081 0.859 27.188 -0.01 -0.021 0.121
Si 3.379 3.556 23.18 -0.531 0.016 -0.629
Si -8.825 7.123 23.115 0.106 0.182 -0.436
Si 4.713 9.444 23.521 0.097 -0.423 -0.406
Si 6.74 -4.501 23.032 0.166 0.312 -0.709
Si -10.326 -0.241 25.402 -0.055 0.07 -0.109
Si -9.949 1.354 -6.003 -0.104 -0.084 0.031
Si -6.035 4.192 22.74 0.159 0.301 -0.458
Si -4.551 6.184 22.978 -0.03 0.016 0.154
Si -7.393 -7.239 23.178 0.021 0.025 0.021
Si -5.036 -2.294 23.987 0.106 -0.137 -0.603
Si -9.393 1.487 27.654 0.001 0.035 -0.064
Si 2.484 -6.288 27.381 -0.005 0.071 0.049
Si -6.481 4.302 -5.016 -0.036 0.031 -0.003
Si 5.795 0.895 1.238 -0.366 -0.28 0.497
Si 1.999 -3.88 -0.477 0.133 -0.045 0.663
Si -4.238 -3.807 -1.437 -0.006 -0.042 0.025
Si -7.475 -0.723 24.502 -0.023 0.001 -0.048
Si 4.069 7.914 26.141 0.024 0.034 -0.018
Si -7.815 -5.661 25.056 -0.098 -0.586 -0.429
Si 0.906 -4.223 23.087 0.258 0.124 -0.74
Si 4.349 -5.657 -0.597 -0.41 -0.027 0.616
Si -4.271 5.903 -3.709 -0.006 0.088 0.145
Si -0.699 2.836 -0.118 -0.379 0.451 0.284
Si -5.002 -4.502 25.983 0.067 0.031 -0.002
Si -4.895 0.768 -1.858 -0.034 0.216 -0.093
Si -1.324 -6.503 -5.108 0.046 -0.057 0.093
Si -1.363 -3.213 26.38 0.035 0.008 0.077
Si 4.661 -0.826 -3.064 -0.105 0.01 -0.05
Si 0.134 0.168 -3.221 0.067 -0.036 -0.042
Si -8.249 -4.788 -4.132 -0.033 -0.003 -0.069
Si 1.573 2.44 -4.116 -0.094 0.141 0.023
Si 0.511 4.596 -5.88 -0.109 0.111 -0.037
Si 3.602 0.599 -5.491 0.121 -0.051 -0.197
Si -4.554 1.849 -4.86 0.039 0.024 0.127
Si -2.462 -6.094 25.787 -0.021 -0.007 -0.066
Si 5.401 -3.318 -4.435 0.002 0.114 0.05
Si -2.591 4.028 -5.234 0.044 0.012 -0.073
Si 1.364 -7.214 -3.788 -0.048 -0.045 0.007
Si -7.893 6.356 25.804 -0.067 0.002 -0.055
Si -4.944 6.359 25.281 0.299 -0.027 -0.763
Si 0.89 0.705 24.566 0.21 0.365 -0.489
Si 2.442 -4.556 -4.823 0.087 -0.056 -0.013
Si -7.693 5.664 -0.663 -0.493 0.457 0.405
Si 4.883 7.95 -1.465 0.014 -0.098 0.087
Si 2.654 5.328 25.483 -0.035 -0.064 -0.168
Si -6.351 3.87 25.707 0.026 0 -0.068
Si -0.739 -5.007 -0.735 0.001 -0.009 0.167
Si -5.046 -6.354 -0.272 -0.02 -0.021 0.077
Si -6.798 -6.947 -5.952 0.045 0.061 -0.011
Si -2.032 -4.146 -3.368 -0.021 0.009 0.019
Si 1.502 -3.57 26.107 -0.014 -0.012 0.015
Si 0.054 -2.398 -4.773 -0.04 -0.019 0.019
Si -9.038 4.338 -3.245 0.14 0.044 0.142
Si -7.1 -2.053 -4.957 -0.024 0.076 0.042
Si -3.049 0.17 23.843 0.416 -0.059 -0.493
Si 2.162 -0.803 -1.077 0.096 0.018 0.055
Si -4.695 6.86 -0.754 0.259 -0.34 0.504
Si -6.531 1.029 26.868 0.046 -0.001 -0.029
Si -7.098 -4.689 -1.281 0.118 0.042 0.072
Si 5.336 6.525 -4.206 -0.059 0.009 -0.081
Si -2.181 -2.417 0.373 -0.061 0.077 0.615
Si 2.019 7.066 -1.391 0.006 0.076 0.014
Si 4.096 -2.422 25.907 -0.021 0.023 -0.101
Si -3.957 -8.115 -5.859 0.044 0.113 -0.151
Si -1.382 1.366 9.552 0.008 -0.005 0.003
Si 1.355 4.103 9.535 -0.001 -0.016 0.006
Si -1.348 6.814 9.486 0.013 0.009 -0.005
Si 1.364 -6.838 9.499 -0.014 -0.011 -0.001
Si -1.368 -4.077 9.51 0.001 0.01 -0.001
Si 1.344 -1.341 9.537 0.011 0.019 0.001
Si 4.041 1.402 9.562 0.011 0.001 0.003
Si -9.545 4.106 9.528 -0.001 -0.004 0.001
Si 4.088 6.786 9.493 0.026 -0.012 -0.01
Si -9.49 9.492 9.53 0.005 0.009 0.005
Si 4.104 -4.108 9.545 -0.014 -0.002 0.004
Si -9.493 -1.36 9.538 -0.005 0.013 -0.011
Si -6.812 1.353 9.504 -0.014 0.016 -0.006
Si -4.088 4.082 9.528 0.002 -0.004 0.006
Si -6.815 6.824 9.497 0.005 0.002 0.011
Si -4.078 -6.794 9.506 0.001 0.004 0.002
Si -6.742 -4.102 9.532 0.002 0.012 0.016
Si -4.084 -1.382 9.508 -0.014 -0.01 -0.002
Si -2.737 -0.014 10.883 0.006 0.019 -0.001
Si 0.002 2.728 10.887 -0.006 -0.006 0.006
Si -2.716 5.463 10.86 0 -0.001 -0.007
Si 0.008 -8.172 10.876 0.013 -0.011 0.003
Si -2.725 -5.432 10.872 -0.007 -0.008 0.004
Si -0.004 -2.723 10.881 0.005 0.011 0.002
Si 2.701 0.013 10.904 -0.012 0.009 0.009
Si -10.885 2.74 10.9 -0.005 0.017 0.01
Si 2.732 5.449 10.884 -0.008 -0.006 0.01
Si -10.879 8.142 10.87 0.003 -0.002 0.004
Si 2.716 -5.467 10.872 0.004 0.002 0.003
Si -10.86 -2.729 10.887 0.007 -0.011 0.001
Si -8.158 0.008 10.895 -0.003 0.001 0.009
Si -5.445 2.707 10.871 0.016 -0.012 0
Si -8.173 5.467 10.872 -0.022 0.008 -0.002
Si -5.444 -8.153 10.865 -0.02 0.008 0.006
Si -8.139 -5.447 10.875 0.012 0.001 0.003
Si -5.416 -2.729 10.898 0.014 -0.024 0.008
Si -1.361 -1.365 12.24 -0.002 -0.006 0
Si 1.355 1.374 12.262 -0.001 0 0.006
Si -1.355 4.104 12.226 0.008 0 -0.006
Si 1.372 -9.514 12.244 -0.005 0.006 0.005
Si -1.353 -6.79 12.221 -0.001 0.009 -0.007
Si 1.367 -4.089 12.234 -0.001 -0.008 -0.004
Si 4.084 -1.365 12.237 0.003 0.013 -0.006
Si -9.529 1.36 12.25 0.002 -0.003 -0.004
Si -12.235 4.095 12.257 0.014 -0.019 0.001
Si -9.53 6.804 12.252 0.01 0.001 0.009
Si -12.243 9.501 12.235 -0.002 0 0.001
Si -9.51 -4.095 12.243 -0.006 0.002 0
Si -6.796 -1.364 12.24 -0.003 0.007 0
Si -4.085 1.356 12.239 -0.014 -0.014 0.007
Si -6.809 4.083 12.215 -0.004 -0.001 -0.011
Si -4.079 6.813 12.229 0.004 0.003 0.005
Si -6.798 -6.804 12.242 0.001 0.003 0.006
Si -4.067 -4.084 12.258 0.003 0.011 0.011
Si 0 -0.005 13.6 0.002 0.007 0
Si 2.74 2.722 13.611 -0.007 0.013 -0.001
Si 0.018 5.443 13.597 0.004 -0.009 -0.006
Si 2.718 -8.157 13.618 -0.005 -0.01 0.005
Si -0.001 -5.437 13.599 -0.002 -0.006 -0.003
Si 2.739 -2.739 13.602 0.003 0.01 -0.005
Si 5.429 -0.006 13.613 -0.004 -0.013 0.003
Si -8.156 2.719 13.59 -0.02 0.001 -0.006
Si -10.884 5.452 13.622 -0.006 0 0.006
Si -8.178 8.175 13.604 0.003 0.011 -0.001
Si -10.884 10.863 13.595 0.003 -0.002 -0.008
Si -8.164 -2.722 13.599 0.005 -0.005 -0.003
Si -5.435 -0.008 13.6 0.005 0.009 0.005
Si -2.718 2.741 13.572 0.01 -0.002 -0.01
Si -5.451 5.445 13.578 -0.013 -0.015 0.002
Si -2.715 8.183 13.585 0.013 0.013 0.002
Si -5.446 -5.442 13.598 -0.004 -0.001 -0.008
Si -2.703 -2.726 13.611 0 -0.006 0.004
O -3.59 -2.758 -0.378 -0.187 0.441 0.071
O 2.191 3.198 -2.844 0.575 0.032 0.004
O -10.699 0.435 -2.727 0.184 0.108 0.256
O 4.577 4.52 1.471 0.033 0.247 -0.089
O -9.832 6.31 1.745 0.021 -0.101 0.22
O -10.42 -5.191 -0.526 0.209 -0.338 -0.506
O -9.758 -4.484 1.956 0.23 0.235 0.279
O -10.158 -2.685 0.105 -0.696 -0.076 -0.302
O -8.105 -1.707 1.323 0.504 -0.104 -0.258
O -3.75 1.995 1.602 0.074 0.132 -0.113
O -9.654 2.956 -2.656 -0.411 0.088 0.512
O -8.005 -4.276 -0.003 0.536 0.312 0.348
O 0.315 7.513 23.057 -0.208 0.238 0.294
O -4.374 -3.401 24.977 0.484 -0.073 0.012
O -9.436 1.438 22.143 -0.146 -0.059 0.084
O 4.927 3.087 22.938 0.338 0.215 0.563
O 3.188 -6.515 23.075 -0.209 -0.067 0.029
O -6.573 -2.063 24.479 -0.473 -0.336 0.095
O -7.565 -0.204 22.978 0.21 -0.366 -0.118
O -10.829 -5.458 23.479 -0.182 0.173 0.154
O 0.181 1.69 -3.764 -0.694 0.476 -0.045
O 1.089 7.217 -0.096 -0.115 0.285 -0.239
O 4.762 -3.792 26.448 0.207 -0.206 -0.351
O -8.373 5.243 -2.076 -0.116 0.154 -0.18
O -8.127 6.976 27.284 -0.181 0.421 0.062
O 0.323 1.958 0.779 0.262 0.207 -0.147
O -5.352 0.233 27.628 0.203 -0.38 -0.24
O -10.451 -2.494 -5.755 0.01 -0.219 0.004
O -8.246 -1.576 -1.263 -0.001 -0.35 -0.228
O 1.283 -3.532 24.51 0.07 0.183 -0.086
O -9.84 -4.524 -4.296 -0.198 -0.376 -0.141
O -5.858 -3.642 -1.519 -0.224 0.456 0.143
O -9.985 1.15 26.163 -0.295 0.591 -0.275
O 3.727 6.521 25.403 0.281 -0.103 -0.296
O -8.56 -6.082 26.454 -0.238 -0.235 -0.01
O -6.264 6.431 -0.814 -0.073 0.205 -0.226
O -8.205 -8.037 1.246 0.05 0.17 -0.415
O -5.532 -1.776 -5.147 0.285 -0.181 0.2
O -10.272 7.844 -0.353 -0.193 0.522 -0.347
O -4.231 6.965 -4.897 0.132 0.165 -0.093
O -6.383 -5.043 25.407 0.244 0.086 -0.11
O 2.098 -8.021 -4.987 0.075 0.348 -0.301
O -1.554 -1.014 -0.222 0.454 0.21 0.256
O -3.967 -5.323 -0.901 0.638 -0.218 -0.193
O -8.944 -1.037 25.091 -0.052 -0.606 0.322
O -3.554 0.022 -1.439 -0.089 -0.577 0.218
O 2.123 -0.077 0.393 0.353 0.175 -0.124
O -3.037 4.89 -3.949 0.189 -0.206 0.406
O -7.586 7.953 -5.978 0.308 -0.405 0.16
O -1.086 -6.379 0.052 -0.292 -0.196 -0.398
O 5.196 -0.067 23.99 -0.025 0.556 -0.029
O -2.26 -6.752 24.326 -0.054 -0.472 0.13
O -7.668 -1.204 -3.726 -0.217 0.169 -0.131
O -6.408 3.43 24.155 -0.114 -0.555 0.094
O -1.663 -4.708 25.902 0.376 -0.062 -0.37
O 3.272 4.03 24.738 0.11 -0.156 0.485
O -1.634 1.695 -0.815 -0.192 0.085 -0.277
O 4.091 -0.66 -4.589 -0.024 -0.548 -0.318
O 1.708 -2.352 -0.95 -0.521 0.067 -0.039
O -4.283 -0.859 24.193 -0.459 0.001 0.065
O 3.881 -2.325 24.302 -0.412 -0.355 -0.133
O 1.996 0.308 25.677 0.635 -0.12 0.06
O -5.687 2.92 -5.302 -0.22 -0.199 -0.197
O 3.412 -4.419 -1.109 0.361 0.038 -0.805
O -10.179 7.333 -5.343 -0.205 0.153 -0.111
O 1.136 5.903 -5.161 -0.311 0.062 0.226
O -2.322 -2.717 27.564 -0.549 0.197 -0.026
O 1.423 3.366 -5.409 0.313 -0.201 -0.379
O 1.624 -8.086 -2.443 -0.293 0.471 0.075
O -5.251 -5.905 1.263 0.24 0.343 -0.283
O -1.902 -7.107 26.907 0.703 -0.423 -0.098
O -1.176 -3.671 0.088 0.109 -0.075 0.337
O 1.274 5.791 24.784 -0.421 0.112 0.424
O -7.652 -6.104 -4.855 -0.146 -0.116 0.111
O -9.877 -0.048 0.085 -0.207 0.001 -0.441
O -7.427 4.298 0.174 -0.332 -0.415 -0.108
O -1.01 4.264 -5.442 -0.076 -0.16 0.126
O -7.337 -3.608 -4.715 0.646 -0.161 0.044
O -7.939 4.017 -4.384 -0.049 -0.18 -0.401
O -3.059 2.496 -4.96 0.445 -0.386 0.013
O -5.25 -3.793 27.406 0.246 0.353 -0.042
O -1.066 -2.899 -3.713 -0.1 0.314 0.354
O -4.021 -5.777 26.074 -0.288 -0.671 0.055
O -7.697 4.747 25.982 -0.592 -0.324 0.147
O 4.802 -7.464 25.039 0.554 0.211 0.252
O 0.846 -4.882 -1.028 0.372 -0.357 -0.517
O 2.034 -5.732 -3.774 0.311 0.286 0.48
O -5.968 -0.423 -1.851 0.12 -0.39 -0.022
O -6.196 2.602 26.671 0.249 0.023 0.295
O 3.905 -3.932 -4.527 -0.055 -0.318 0.266
O -6.483 6.949 25.223 -0.091 0.365 -0.254
O -5.188 1.874 -0.707 -0.017 0.379 -0.272
O -1.556 3.704 24.519 -0.074 0.194 0.401
O 4.804 2.012 0.562 0.248 0.243 -0.412
O 0.289 -0.685 23.971 0.272 -0.361 0.085
O -6.457 -6.153 -1.028 -0.633 -0.433 -0.367
O 2.576 1.275 -4.493 -0.077 -0.044 0.201
O -1.359 -0.116 -2.713 -0.133 -0.105 -0.64
O 4.949 7.589 27.465 0.225 0.413 0.109
O 1.806 5.573 -1.956 0.097 -0.057 -0.845
O 3.58 7.14 -0.955 0.076 -0.316 0.514
O -0.291 -5.293 23.414 -0.041 0.113 0.616
O -5.765 0.379 1.409 0.078 -0.301 -0.365
O 1.313 -3.398 -4.783 0.026 -0.085 -0.188
O -9.136 1.281 -4.625 0.371 0.238 0.079
O 2.32 4.966 27.005 -0.069 0.279 0.349
O 3.623 0.864 27.629 0.343 0.019 -0.253
O 2.604 -2.457 26.545 -0.075 0.515 0.306
O -7.883 0.923 27.752 -0.044 -0.029 0.608
O 5.423 7.404 -2.864 0.198 0.203 -0.041
O -4.818 1.44 -3.318 0.038 0.202 0.033
O -9.05 6.723 24.732 -0.427 -0.2 0.317
O -8.673 -4.417 24.401 0.015 0.676 0.144
O -3.504 -3.641 -2.886 -0.137 0.131 -0.581
O -5.064 4.847 25.912 0.396 -0.201 0.147
O -0.242 -7.082 -4.037 -0.304 -0.459 0.172
O -4.1 6.529 -2.23 0.226 0.121 -0.33
O 3.579 -0.804 -1.856 0.278 0.117 0.089
O -0.361 1.465 25.259 0.016 0.045 0.001
O 0.165 -3.162 26.904 0.111 0.194 0.525
O -5.227 -7.129 -5.611 0.103 0.401 0.116
O -2.964 1.456 24.875 -0.22 0.093 0.04
O 4.802 1.661 -5.756 -0.243 0.719 0.267
O -1.529 -2.257 25.106 -0.257 0.022 0.34
O 2.682 -7.67 26.566 -0.342 -0.27 -0.421
O -2.019 -5.115 -4.655 -0.252 0.137 -0.373
O -1.855 2.663 26.985 -0.491 0.039 0.163
O 1.622 2.402 27.125 -0.008 0.15 -0.585
O -1.331 -1.978 22.457 -0.611 -0.124 -0.001
O -4.57 -7.863 -0.488 0.462 0.26 0.221
O -8.045 -4.838 -2.546 -0.607 0.082 0.126
O -4.671 0.589 -5.866 -0.143 0.123 -0.263
O -6.764 0.4 25.409 0.603 0.256 -0.22
O -8.153 0.891 -2.237 0.28 0.486 0.219
O 2.833 3.659 -0.321 0.068 0.173 -0.024
O 0.551 -0.928 -4.322 0.129 -0.007 -0.329
O -1.453 -5.037 -2.161 0.136 -0.619 -0.145
O 1.959 -5.074 26.464 0.005 -0.134 -0.365
O 3.78 6.278 -4.586 -0.071 -0.325 -0.037
O -4.134 7.233 26.383 0.341 0.504 -0.203
O 0.255 3.642 -1.154 -0.308 0.124 0.098
O -2.545 -7.508 -5.374 0.155 -0.2 0.156
O 1.114 0.055 -1.943 -0.13 0.216 -0.037
O 4.381 -6.851 -1.684 0.123 0.328 -0.621
O -9.272 1.659 1.943 0.223 0.141 0.195
O 5.058 -1.192 26.334 0.164 0.206 0.642
O 5.416 -2.272 -3.168 0.352 -0.202 0.395
O -10.275 5.112 -3.929 -0.236 -0.326 -0.223
O -5.678 5.127 -3.873 -0.341 0.174 0.459

Results
total energy: -103843.100 eV
total energy less fixed offsets of O -438.25, Si -107.07 eV per atom: 1.350 eV
